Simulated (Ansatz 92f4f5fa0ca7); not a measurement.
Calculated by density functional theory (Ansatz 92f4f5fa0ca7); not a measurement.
Periodic cell of 223 atoms, Si133O90, from a study of silicon, its oxide and their interface. The atomic structure is a simulated model.
Doubt: the cutoff is far below the 930 eV that the study's wrapper takes by default for these files, so forces and energies are approximate.

Settings
functional: PBE
potential files: Ansatz PAW
basis: plane waves
wave-function cutoff: 580 eV
density cutoff ratio: 5
exchange-correlation grid ratio: 1
k mesh: 1 x 1 x 1, Gamma-centred
self-consistency stop: 5e-08 eV per atom in the density residual
occupations: fixed
spin: none
net charge: 0

Cell vectors (angstrom)
a  10.938  0  0
b  0  10.938  0
c  0  0  32.2713

Atoms and the computed forces on them: element, x, y, z (angstrom), force x, y, z (eV/angstrom)
Si  -0.4006  0.2509  24.8104  0.0279  0.0414  -0.2601
Si  5.1911  0.2707  24.9278  -0.0323  0.1253  -0.3269
Si  2.9235  2.4639  24.9808  -0.0084  -0.2451  -0.4368
Si  8.3445  2.5544  24.7392  0.0071  -0.11  -0.1778
Si  -0.4575  5.6801  24.5838  -0.0228  -0.0059  -0.1685
Si  5.1493  5.5499  24.6685  -0.0926  0.0722  -0.0544
Si  3.1393  8.0103  24.6034  0.0301  0.0311  -0.2111
Si  8.4118  8.0711  24.7753  0.1085  -0.0417  -0.0607
Si  1.2944  1.304  26.1662  -0.1486  -0.0829  -0.2024
Si  6.7933  1.4398  26.1735  0.0939  -0.03  -0.2258
Si  4.0501  4.1156  26.1903  0.0545  0.0591  -0.0516
Si  9.5162  4.1225  26.0958  0.0778  -0.1115  -0.16
Si  1.3438  6.8449  25.8271  0.0394  -0.02  -0.1646
Si  6.7889  6.7904  25.9909  -0.0449  0.0056  -0.2549
Si  4.1104  9.5216  26.1663  -0.0871  0.0369  -0.1595
Si  9.5233  9.5767  26.1957  -0.0045  0.0253  -0.1198
Si  2.6998  -0.0507  27.4942  0.0752  0.0636  0.1041
Si  8.1594  0.018  27.5094  -0.0841  0.0602  0.068
Si  -0.0103  2.7628  27.4763  -0.0432  0.0714  0.0839
Si  5.4574  2.7915  27.5254  -0.005  0.0141  0.1204
Si  2.6466  5.5171  27.4339  -0.0129  0.0988  -0.0171
Si  8.154  5.474  27.4531  0.0055  0.0769  0.0902
Si  0.0539  8.1932  27.4206  -0.0534  -0.0593  0.0108
Si  5.5048  8.1762  27.4718  0.0898  -0.0368  0.0712
Si  4.1018  1.3673  28.853  -0.1472  -0.0991  -0.1627
Si  9.5708  1.3673  28.853  -0.078  0.163  -0.0656
Si  1.3673  4.1018  28.853  -0.1588  0.2274  -0.0635
Si  6.8362  4.1018  28.853  0.0485  0.2521  0.3241
Si  4.1018  6.8362  28.853  -0.2043  -0.0073  -0.3394
Si  9.5708  6.8362  28.853  0.0943  0.008  -0.5319
Si  1.3673  9.5708  28.853  -0.0574  -0.3863  0.2011
Si  6.8362  9.5708  28.853  -0.0581  -0.1243  0.1505
Si  0  0  30.2203  -0.0536  -0.0426  -0.0505
Si  5.469  0  30.2203  -0.0406  -0.1092  -0.0143
Si  2.7345  2.7345  30.2203  0.0278  -0.0002  -0.0429
Si  8.2035  2.7345  30.2203  0.0526  0.0111  0.0039
Si  0  5.469  30.2203  -0.0227  -0.0962  -0.012
Si  5.469  5.469  30.2203  -0.0032  -0.0775  -0.0185
Si  2.7345  8.2035  30.2203  0.017  0.0218  0.0049
Si  8.2035  8.2035  30.2203  0.0409  0.1046  -0.0388
Si  1.3673  1.3673  31.5875  -0.005  0.0022  -0.0179
Si  6.8362  1.3673  31.5875  -0.0124  0.0175  -0.0422
Si  4.1018  4.1018  31.5875  0.0285  0.0172  -0.0025
Si  9.5708  4.1018  31.5875  -0.0175  0.0347  -0.0193
Si  1.3673  6.8362  31.5875  -0.005  0.0069  -0.0369
Si  6.8362  6.8362  31.5875  -0.017  0.0115  -0.0251
Si  4.1018  9.5708  31.5875  -0.0262  0.0496  -0.0145
Si  9.5708  9.5708  31.5875  -0.013  -0.0226  -0.0004
Si  2.7345  0  0.6835  0.0649  -0.0778  0.0112
Si  8.2035  0  0.6835  -0.0103  0.0199  0.0175
Si  0  2.7345  0.6835  -0.0587  0.0251  0.014
Si  5.469  2.7345  0.6835  0.0138  -0.0326  0.0304
Si  2.7345  5.469  0.6835  -0.0339  -0.0025  0.0139
Si  8.2035  5.469  0.6835  0.0302  -0.0738  0.0026
Si  0  8.2035  0.6835  0.042  -0.001  0.0272
Si  5.469  8.2035  0.6835  0.0228  0.0145  0.0191
Si  4.1018  1.3673  2.0507  -0.0498  -0.0002  -0.0047
Si  9.5708  1.3673  2.0507  0.038  -0.012  0.0385
Si  1.3673  4.1018  2.0507  0.0329  -0.0151  0.0529
Si  6.8362  4.1018  2.0507  0.0121  0.1078  -0.0103
Si  4.1018  6.8362  2.0507  0.0103  -0.0419  0.0426
Si  9.5708  6.8362  2.0507  -0.0657  0.0386  -0.018
Si  1.3673  9.5708  2.0507  -0.0103  0.1126  -0.0157
Si  6.8362  9.5708  2.0507  0.0216  -0.0048  0.0585
Si  0  0  3.418  0.3647  0.14  -0.3506
Si  5.469  0  3.418  -0.2045  0.0551  0.3373
Si  2.7345  2.7345  3.418  -0.0184  -0.2042  0.0264
Si  8.2035  2.7345  3.418  0.0475  0.0835  0.2965
Si  0  5.469  3.418  0.0332  0.1083  0.3984
Si  5.469  5.469  3.418  0.0491  -0.23  -0.3004
Si  2.7345  8.2035  3.418  -0.0059  0.0495  0.3249
Si  8.2035  8.2035  3.418  0.2512  -0.0931  -0.2413
Si  1.3751  1.3512  4.8161  -0.0982  -0.013  0.0859
Si  6.8363  1.3676  4.8095  -0.0437  0.0505  -0.1074
Si  4.14  4.0556  4.7644  0.108  -0.0206  -0.0446
Si  9.595  4.0941  4.8341  -0.032  -0.0125  -0.0259
Si  1.3894  6.8379  4.8428  -0.0249  -0.0626  -0.0281
Si  6.8418  6.8267  4.7356  -0.0186  -0.0466  -0.0362
Si  4.0741  9.5832  4.8424  -0.0283  0.0508  0.0024
Si  9.651  9.541  4.7275  0.082  0.0965  -0.125
Si  2.6902  0.0002  6.3034  0.0121  -0.0276  0.1748
Si  8.3101  -0.0113  6.0072  0.0043  -0.0097  0.1793
Si  0.0449  2.7317  6.2378  0.0472  0.0032  0.2601
Si  5.4533  2.7028  6.2336  -0.0836  -0.0679  0.1676
Si  2.8241  5.4195  6.1283  -0.0726  -0.0098  0.1548
Si  8.176  5.4839  6.1426  0.0213  -0.0815  0.2197
Si  0.0658  8.2965  6.2144  0.0279  -0.0017  0.1906
Si  5.5068  8.1862  6.0995  0.0087  -0.008  0.268
Si  3.8843  1.5316  7.6725  -0.0569  0.1132  -0.0645
Si  9.7232  1.1386  7.5099  -0.1174  0.0944  0.1327
Si  1.7629  3.8393  7.5321  -0.0265  -0.0215  0.0215
Si  6.5732  4.3456  7.5132  -0.0876  0.1955  0.2307
Si  4.3886  6.5931  7.4499  0.1037  0.1129  0.1046
Si  9.3206  7.1614  7.357  -0.2039  0.1991  0.4014
Si  1.0713  9.9031  7.805  0.0462  0.0304  0.2651
Si  7.184  9.3547  7.2944  0.0225  -0.0855  0.1927
O  4.0177  1.3426  24.3396  0.1142  -0.0188  0.6627
O  9.4919  6.9544  24.2051  0.0146  -0.0774  0.413
O  4.1395  6.7596  24.1039  -0.0082  0.0345  0.4201
O  9.4377  1.3885  24.2448  0.0957  -0.03  0.4748
O  5.5001  5.5074  8.0574  -0.0085  -0.117  -0.4535
O  1.5712  -1.335  9.3868  -0.0706  0.098  -0.6393
O  8.1927  8.2277  8.0196  0.1153  -0.0669  -0.7146
O  2.8076  2.7075  8.2056  -0.0368  0.0171  -0.447
O  7.1181  3.6501  8.9156  0.0135  -0.013  -0.1624
O  1.2247  4.7636  8.7959  -0.0596  -0.0164  -0.0361
O  3.6862  7.3655  8.7409  0.0163  -0.1264  -0.2733
O  10.7986  0.0469  8.1172  0.1182  -0.0424  -0.2755
O  10.1461  6.6172  8.6723  0.085  -0.1201  -0.1383
O  1.2375  6.1922  16.5211  0.0621  0.0023  0.0011
O  4.4374  0.7472  9.0405  -0.0431  0.0996  -0.1606
O  6.6332  10.3621  8.4598  0.0115  0.0308  -0.024
O  5.5141  4.6095  23.3515  0.0546  0.0438  0.0633
O  7.7274  3.2179  23.3437  0.0812  -0.055  0.1893
O  0.9381  1.5292  22.0092  0.0414  0.0472  0.0059
O  0.1347  10.4327  23.433  -0.1285  -0.006  0.2341
O  6.0137  10.5642  23.6613  -0.1282  0.0985  0.1816
O  2.1292  3.1916  23.7202  0.1323  0.0356  0.2324
O  1.297  4.1497  21.3775  0.0425  -0.041  0.1908
O  8.046  8.9189  23.4113  -0.0182  -0.04  0.1329
Si  4.81  10.2827  14.3833  0.1597  0.0151  0.0307
Si  0.3283  13.262  14.7357  -0.0702  0.0256  0.067
Si  7.9988  -6.9681  12.4132  -0.1159  0.2088  0.3663
Si  12.5339  -12.6823  10.9695  -0.2115  -0.2325  0.2164
Si  -15.0073  -11.1037  12.2577  0.1447  -0.1901  0.2387
Si  -0.3281  6.6679  16.5564  -0.0914  -0.1463  -0.0045
Si  6.9166  -1.1854  22.5989  -0.031  -0.0091  -0.044
Si  3.0815  9.6126  21.7582  0.0531  -0.118  -0.3324
Si  12.8246  -8.0932  22.149  0.0673  -0.0656  -0.2293
Si  -10.1306  9.3828  16.2452  -0.023  0.0474  0.0032
Si  8.0742  1.8848  14.3959  -0.1265  0.0644  0.058
Si  -6.1433  -5.0539  15.0075  0.1365  0.013  -0.0624
Si  5.5764  10.6672  9.6435  0.0758  -0.0398  -0.0032
Si  13.5688  -3.8901  16.5614  0  -0.02  0.079
Si  11.9077  -9.6763  17.619  0.0091  0.0972  0.0516
Si  -1.247  13.5299  19.5244  -0.0744  0.0292  -0.1661
Si  -5.2018  6.0591  12.1878  0.1508  0.1168  0.085
Si  -3.0497  8.1637  12.8233  0.0413  0.0359  -0.0516
Si  14.8447  2.1521  18.3215  -0.1057  -0.0026  0.0494
Si  -0.2806  15.4444  21.5571  0.0162  0.0866  -0.3318
Si  1.7337  10.7414  13.6622  -0.0193  -0.0451  0.0323
Si  -0.2888  -3.9867  11.9563  -0.0644  0.1947  0.2419
Si  -0.1926  5.2946  9.3965  0.111  0.159  0.1063
Si  17.9104  -1.4581  18.2006  -0.0081  -0.0298  -0.0082
Si  11.3703  10.9244  21.9044  -0.1074  0.0754  -0.2848
Si  -6.7973  7.8289  10.2396  0.0542  -0.1149  0.3143
Si  6.4009  3.5601  22.4473  0.0073  0.0682  -0.0657
Si  4.4566  12.4549  21.2362  -0.163  -0.0233  -0.2942
Si  -4.2043  -2.7965  15.524  0.0479  0.0097  -0.0233
Si  4.3152  4.924  17.6802  0.0483  -0.0815  0.1687
Si  -0.4404  5.1487  14.0493  0.0165  0.1766  0.08
Si  5.2359  8.1524  20.4959  -0.0502  -0.1357  -0.2815
Si  8.4959  3.07  9.5691  -0.0116  -0.1004  0.0662
Si  20.2504  5.5097  19.1638  -0.0873  -0.1027  -0.0378
Si  6.0818  12.0413  16.4746  0.0981  -0.077  0.0248
Si  -4.5383  16.3586  19.8899  -0.0077  0.3062  -0.2584
Si  -2.3176  10.9173  20.2928  0.0338  0.0375  -0.263
O  9.6955  12.8799  14.4883  0.057  -0.039  -0.0092
O  0.5512  3.8854  14.3138  0.0282  -0.0476  0.0037
O  -7.9866  8.97  23.257  -0.0216  -0.2034  0.2489
O  2.214  -2.3054  16.6988  0.0297  -0.0476  0.0028
O  14.1559  -11.5314  14.1854  -0.0635  0.0071  -0.0256
O  7.6762  11.6471  13.352  -0.0189  -0.0592  -0.0857
O  4.0326  10.9553  21.7184  0.0515  0.0128  0.1041
O  6.7109  4.2859  21.0124  0.0183  -0.2275  0.2971
O  4.8684  -5.4911  13.4336  -0.0874  -0.0136  0.0653
O  -2.562  2.9416  11.1985  0.0652  -0.0772  -0.3672
O  -7.4473  -4.0742  15.1809  -0.0464  0.0315  -0.0355
O  -1.6817  3.9291  18.6749  0.0308  -0.0133  0.0861
O  11.2163  -2.5931  11.3842  0.0144  0.0287  -0.0914
O  18.3276  3.2122  13.7252  0.0967  0.0006  -0.1107
O  -0.4603  -6.0627  23.1242  0.0295  0.1489  0.3647
O  7.5667  -0.1541  21.522  -0.1318  -0.0143  0.2084
O  -3.4459  12.6579  15.9139  0.0006  -0.026  0.0024
O  -0.3992  8.286  16.3407  0.0382  0.0366  -0.0225
O  -3.5888  8.4317  17.0082  -0.0029  0.009  -0.0278
O  -1.8692  7.2457  12.2346  0.1375  -0.0902  -0.0504
O  8.2772  9.81  19.1356  0.001  -0.0085  0.0212
O  5.8054  8.8262  19.1296  -0.0532  0.0197  0.0818
O  2.8724  -2.7358  11.1875  0.0398  0.0011  -0.1157
O  0.7753  -1.0615  14.6761  0.008  -0.027  -0.0549
O  -0.9956  -4.5366  17.9947  0.0617  0.0554  0.0176
O  -1.0996  5.7555  15.4287  0.0653  0.0202  0.024
O  6.3846  0.5058  10.8517  -0.1146  -0.0011  -0.2295
O  5.0244  9.2041  10.1321  0.019  0.094  -0.0187
O  10.114  -0.2143  20.8919  0.1336  0.0097  0.1986
O  17.1524  6.6002  15.4312  -0.0456  -0.039  0.0157
O  8.5132  1.4622  19.5973  -0.0102  -0.024  0.0726
O  3.4127  14.6594  18.3414  0.0365  0.0259  -0.0373
O  -5.5478  6.5405  20.4864  -0.0111  -0.0039  0.0873
O  5.4853  -0.7161  12.9159  -0.0292  0.0371  -0.074
O  0.6983  2.1922  16.3132  0.0213  0.0147  -0.071
O  7.8266  6.0904  19.4804  0.0049  -0.0425  0.0439
O  0.5619  -0.2856  17.2521  -0.0026  -0.0354  0.0166
O  -1.6008  4.6815  13.006  -0.0749  -0.0394  -0.1279
O  1.6289  10.4232  12.0552  0.0349  0.0287  -0.0094
O  6.4104  10.8381  17.5114  -0.0115  0.0435  -0.0329
O  4.8427  -4.434  10.9068  -0.0608  0.1258  -0.1012
O  16.657  4.8863  18.5137  0.0001  -0.0267  -0.0023
O  6.0174  8.6648  21.8166  0.0949  0.0326  0.1418
O  12.2595  -9.5605  13.844  0.0326  0.0046  -0.0408
O  14.2215  2.6045  21.4128  -0.0123  0.0204  0.0536
O  9.6939  15.0305  9.2027  -0.0052  -0.0001  -0.0129
O  4.5975  4.6577  16.0763  -0.0101  0.0134  -0.0521
O  3.6613  -2.4079  20.6797  0.009  0.0992  0.1886
O  5.7158  2.1213  22.0748  0.0615  0.0566  0.0981
O  -8.3778  -9.6672  18.017  -0.0151  -0.0315  -0.0077
O  1.5932  10.0011  21.2452  0.0026  -0.0073  0.1142
O  -2.9999  8.4588  14.4424  -0.0538  -0.0145  0.0493
O  -5.546  -1.8877  15.2755  -0.0981  -0.0058  -0.0248
O  -4.0479  15.9222  11.7918  0.0405  -0.0983  -0.0965
O  5.0908  2.1395  17.2098  0.012  0.052  -0.0543
O  8.8986  1.6577  8.8609  0.0407  0.0006  -0.1833
O  0.0154  -5.2096  10.9356  -0.0145  -0.1929  -0.264
O  0.0761  1.8808  18.8507  0.0744  -0.0214  -0.0202
O  3.5475  6.3908  17.7775  -0.0524  0.0266  -0.0606
O  -3.0581  9.5281  11.9383  -0.0669  0.1012  -0.0127
O  10.2242  5.6903  20.5225  -0.036  -0.0498  0.0843
O  11.3073  17.3465  13.3599  -0.055  -0.0575  -0.0731
O  5.2461  0.6957  15.1465  -0.0342  0.0261  0.0041
O  -1.065  14.0811  21.0628  0.0053  0.0829  0.19
O  4.6807  1.5266  19.62  0.0253  -0.0151  0.2168
O  6.4584  -3.5069  12.6444  -0.1109  -0.0789  0.0055

Results
free energy: -135737.016 eV
free energy less fixed offsets of O -568.88, Si -635.61 eV per atom: -1.686 eV

The program warned: the cutoff lies below the one the program advises for these potential files; the exchange-correlation potential is rough where the density is thin.
